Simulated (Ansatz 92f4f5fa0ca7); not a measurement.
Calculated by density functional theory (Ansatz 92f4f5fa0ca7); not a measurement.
Periodic cell of 223 atoms, Si131O90As2, from a study of silicon, its oxide and their interface. The atomic structure is a simulated model.

Settings
functional: PBE
potential files: Ansatz PAW
basis: plane waves
wave-function cutoff: 700 eV
density cutoff ratio: 5
exchange-correlation grid ratio: 1
k mesh: 2 x 2 x 1, shifted by 0.5 0.5 0.5 of a step
self-consistency stop: 5e-08 eV per atom in the density residual
occupations: fixed
spin: none
net charge: 0

Cell vectors (angstrom)
a  10.938  0  0
b  0  10.938  0
c  0  0  32.1988

Atoms: element, x, y, z (angstrom)
Si  10.6451  0.1588  24.7809
Si  5.7552  10.6511  24.7251
Si  2.582  2.8999  24.5566
Si  8.5155  2.4813  24.8544
Si  0.2879  5.1087  24.7825
Si  5.155  5.7161  24.675
Si  2.9538  7.9958  24.6032
Si  7.9966  8.4432  24.7059
As  2.0161  0.6545  25.206
Si  6.8756  1.3041  26.0707
Si  4.0296  4.1032  26.0186
Si  9.641  4.0519  26.1797
Si  1.415  6.8051  25.9844
Si  6.8218  6.8192  25.9821
Si  4.1657  9.476  26.0123
Si  9.4966  9.5999  26.1641
Si  2.7985  -0.0689  27.3409
Si  8.1731  0.0064  27.5503
As  0.1231  2.5911  27.4249
Si  5.4643  2.7365  27.3407
Si  2.7061  5.4534  27.4437
Si  8.1964  5.4704  27.37
Si  0.0058  8.1702  27.3605
Si  5.5023  8.1358  27.4285
Si  4.0805  1.3834  28.7242
Si  9.5502  1.3965  28.869
Si  1.325  4.1217  28.8354
Si  6.82  4.1087  28.741
Si  4.0953  6.8129  28.7948
Si  9.554  6.8393  28.7534
Si  1.3596  9.5723  28.7244
Si  6.7977  9.5483  28.8337
Si  0.0066  -0.0066  30.1456
Si  5.4374  0.0177  30.1442
Si  2.7271  2.7415  30.139
Si  8.1716  2.7632  30.1632
Si  -0.0262  5.4931  30.1609
Si  5.4684  5.4608  30.1479
Si  2.7268  8.2125  30.1312
Si  8.2063  8.2009  30.1544
Si  1.3673  1.3673  31.515
Si  6.8362  1.3673  31.515
Si  4.1018  4.1018  31.515
Si  9.5708  4.1018  31.515
Si  1.3673  6.8362  31.515
Si  6.8362  6.8362  31.515
Si  4.1018  9.5708  31.515
Si  9.5708  9.5708  31.515
Si  2.7345  0  0.6835
Si  8.2035  0  0.6835
Si  0  2.7345  0.6835
Si  5.469  2.7345  0.6835
Si  2.7345  5.469  0.6835
Si  8.2035  5.469  0.6835
Si  0  8.2035  0.6835
Si  5.469  8.2035  0.6835
Si  4.1221  1.3606  2.0557
Si  9.5665  1.3566  2.0527
Si  1.3693  4.1212  2.0371
Si  6.8478  4.0878  2.0576
Si  4.1041  6.8298  2.0543
Si  9.5784  6.8365  2.0507
Si  1.3816  9.5506  2.0522
Si  6.8287  9.5916  2.0499
Si  -0.0029  -0.0322  3.389
Si  5.4896  0.013  3.4691
Si  2.7761  2.7821  3.3656
Si  8.1925  2.6993  3.4471
Si  0.0209  5.4807  3.4317
Si  5.4839  5.466  3.4077
Si  2.7687  8.2093  3.4468
Si  8.2094  8.227  3.3801
Si  1.3955  1.3895  4.632
Si  6.8491  1.3486  4.9046
Si  4.1585  4.0854  4.802
Si  9.5791  4.0838  4.7596
Si  1.4168  6.8311  4.8175
Si  6.8309  6.8863  4.7289
Si  4.139  9.5761  4.845
Si  9.56  9.5516  4.7887
Si  2.7502  0.1098  6.0589
Si  8.2113  -0.061  6.2632
Si  0.0325  2.6727  6.0384
Si  5.4803  2.7256  6.2891
Si  2.8188  5.4764  6.1779
Si  8.1789  5.479  6.041
Si  0.0162  8.1872  6.1524
Si  5.5349  8.2217  6.2298
Si  3.8428  1.5705  7.5999
Si  9.8447  1.1415  7.4469
Si  1.6349  3.7964  7.308
Si  6.6566  4.415  7.4787
Si  4.4125  6.6319  7.54
Si  9.3724  6.9469  7.4044
Si  1.1453  9.9183  7.2928
Si  7.167  9.2273  7.666
O  8.3162  8.085  7.9138
O  2.7227  2.7339  7.9514
O  9.6825  1.4218  24.3202
O  4.0626  6.8429  24.1021
O  0.0332  0.0268  7.9536
O  5.5307  5.5082  8.0296
O  6.8864  9.5591  24.1641
O  1.3307  3.9307  24.2253
O  3.8702  7.3893  8.9263
O  0.8147  4.3695  8.5983
O  9.8211  6.1731  8.7993
O  2.1145  9.3848  8.5035
O  7.5123  3.927  8.8039
O  4.2794  0.9203  9.0657
O  6.7436  9.5596  9.2215
O  9.2188  1.8621  8.7915
O  7.8579  3.2332  23.5487
O  10.4955  5.7631  23.4661
O  5.0444  0.4147  23.4217
O  5.8154  4.9686  23.3642
O  3.2972  2.4748  23.1164
O  2.2611  8.7338  23.2753
O  8.7156  7.7568  23.3866
O  -0.0744  10.1579  23.4506
Si  4.4938  1.5795  22.4241
Si  3.5091  7.9185  14.024
Si  7.1372  0.9439  14.6509
Si  0.9155  9.2908  22.4957
Si  1.1981  4.3022  11.8725
Si  6.2875  8.9503  15.3066
Si  0.6983  1.3599  12.2876
Si  8.6617  4.9324  20.4973
Si  0.3343  5.7091  9.3583
Si  5.1266  3.1061  17.9254
Si  0.9071  3.7294  16.7388
Si  10.4269  2.8179  19.2171
Si  5.2933  1.1769  10.3435
Si  0.9133  0.1504  19.8529
Si  6.661  9.4575  10.8597
Si  9.3662  9.6594  18.3207
Si  9.4087  9.2392  12.5643
Si  6.6673  3.8094  22.5953
Si  2.449  8.0663  9.3749
Si  10.6143  7.3522  17.066
Si  2.5358  6.2757  16.5698
Si  10.1983  4.4787  14.1817
Si  6.1671  9.1663  18.5033
Si  7.9786  2.5723  9.5751
Si  8.8998  2.1359  12.4424
Si  5.3652  6.226  18.0546
Si  3.9546  0.5403  19.4519
Si  4.2935  3.8358  12.0395
Si  5.5631  6.5952  12.1269
Si  8.039  2.4837  17.2066
Si  4.3816  2.4716  14.9514
Si  1.5618  1.2006  15.2466
Si  1.5897  9.4057  12.0409
Si  8.0726  6.8393  13.8538
Si  10.404  9.8247  15.4803
Si  9.8676  6.9527  22.5453
Si  8.1375  5.4646  17.3966
O  6.0644  7.955  11.2829
O  6.0503  9.19  16.886
O  7.7019  1.3504  13.1825
O  0.9132  1.7378  13.8583
O  9.4533  6.2397  16.8671
O  6.7835  6.1918  13.1205
O  5.1557  4.6416  18.5979
O  9.2565  2.1296  18.2582
O  2.3954  0.0727  19.0872
O  9.4395  10.2202  16.7628
O  2.8055  4.4334  11.7002
O  5.0932  10.303  19.0893
O  9.4463  3.2286  13.4888
O  0.4829  1.7402  19.9516
O  3.1753  1.3532  15.0506
O  8.1975  5.355  19.0097
O  3.9197  6.5819  17.3788
O  4.6045  3.2735  16.3696
O  9.0839  5.655  14.302
O  5.7089  2.605  22.0874
O  10.6987  4.1355  15.6775
O  0.3637  3.846  18.2746
O  10.4546  10.4876  19.2207
O  9.6612  10.0164  14.0239
O  11.0157  7.9773  22.0169
O  1.2145  2.1462  16.5211
O  9.7485  3.7135  20.4048
O  8.1642  4.0122  16.6696
O  -0.0228  9.0985  11.9015
O  6.611  2.402  17.9954
O  5.5959  10.7131  11.1926
O  7.7765  9.5739  18.8368
O  10.0496  1.017  12.0488
O  1.3242  6.9513  9.0603
O  0.6454  4.7553  13.3443
O  5.734  7.6041  18.9687
O  5.2537  5.0805  11.5072
O  2.7349  6.9697  15.108
O  0.9338  2.7365  11.4578
O  0.885  10.6722  15.5368
O  2.4223  8.5758  10.9115
O  4.7103  2.4266  11.2641
O  4.2695  3.5052  13.6689
O  2.2249  4.6664  16.4821
O  10.7274  8.2369  15.6883
O  6.9451  10.2769  14.6532
O  2.3615  8.9439  13.4223
O  8.0523  1.503  15.8953
O  4.149  6.9875  12.8485
O  4.1983  1.9886  18.6944
O  7.3279  4.4491  21.2725
O  8.4264  2.9231  11.099
O  1.2039  6.8491  17.3492
O  5.6735  1.5642  14.7398
O  8.1472  9.7498  11.5843
O  9.2521  6.2543  21.2233
O  8.9813  7.7062  12.8454
O  1.674  0.1118  11.874
O  6.6714  6.1269  17.0519
O  7.4168  7.7871  15.0272
O  1.2372  10.2741  21.2383
O  10.055  8.18  18.346
O  4.0066  0.8484  21.0595
O  0.3495  5.3272  10.9261
O  6.7105  1.5674  9.636
O  4.7958  8.6935  14.6788

Results
free energy: -144194.477 eV
free energy less fixed offsets of As -4857.07, O -569.03, Si -635.61 eV per atom: -2.727 eV

Forces (eV/angstrom), in the order of the atoms: element, x, y, z
Si  0.0678  0.0159  -0.0433
Si  -0.0013  -0.0291  -0.0672
Si  -0.0279  -0.079  -0.0294
Si  0.0037  -0.015  -0.0462
Si  0.0128  -0.0089  -0.0423
Si  -0.0239  -0.0092  -0.045
Si  0.027  0.0176  -0.0777
Si  0.0038  0.0194  -0.0336
As  -0.0885  0.0792  -0.1372
Si  0.0043  0.0197  0.0088
Si  0.0218  -0.0045  -0.021
Si  -0.0006  0.0014  -0.0244
Si  -0.028  0.0041  0.0164
Si  -0.0265  0.0244  -0.0232
Si  0.0672  -0.0661  0.0708
Si  0.0089  -0.0129  -0.0262
Si  -0.0291  0.0336  0.0539
Si  0.0019  -0.002  -0.01
As  0.0473  -0.033  0.0588
Si  0.0105  0.009  -0.0002
Si  0.0063  -0.0055  -0.0052
Si  -0.0028  0.0034  0.0162
Si  -0.0003  -0.0262  -0.0021
Si  -0.0331  0.0428  0.0112
Si  -0.0186  -0.0119  0.016
Si  0.0236  0.0084  -0.0299
Si  -0.005  -0.0223  -0.0274
Si  -0.0092  -0.0281  -0.0123
Si  0.0266  0.0265  0.0013
Si  0.0306  0.0083  -0.0113
Si  0.0125  0.0156  0.0144
Si  -0.0322  -0.0288  -0.0005
Si  0.0238  -0.0243  0.0003
Si  -0.022  0.0058  -0.0034
Si  0.0292  -0.0256  0.0037
Si  -0.0235  0.0223  0.0013
Si  -0.0254  0.02  0.0035
Si  -0.0009  -0.0019  0.0103
Si  -0.004  0.0232  -0.0048
Si  0.0048  -0.0005  0.0086
Si  0.0893  -0.0618  -0.0183
Si  -0.1384  0.0498  -0.013
Si  0.018  -0.0797  0.0102
Si  -0.1162  0.1157  0.0886
Si  -0.0215  0.147  -0.0514
Si  0.047  -0.0841  0.0197
Si  -0.1595  0.0355  -0.0418
Si  0.0549  -0.0233  0.0302
Si  0.0559  -0.0389  0.1103
Si  -0.0402  0.0449  -0.1167
Si  -0.051  -0.0095  0.0413
Si  0.0642  -0.0794  0.02
Si  -0.0106  0.1484  -0.1509
Si  0.0814  -0.0925  0.0958
Si  0.1233  -0.0704  -0.0125
Si  -0.0115  0.0425  0.0349
Si  0.0173  -0.0073  -0.0073
Si  -0.007  0.0124  -0.0007
Si  -0.0085  0.0046  -0.0006
Si  0.0072  -0.0103  0.0026
Si  -0.0086  0.0079  0.0003
Si  0.0116  -0.0103  0.0037
Si  0.0033  -0.0134  -0.0089
Si  -0.009  0.0088  -0.0022
Si  -0.0216  -0.0127  0.0192
Si  0.0077  0.0039  0.004
Si  0.0102  0.0147  0.0196
Si  -0.0086  -0.0089  0.0181
Si  0.0055  0.0043  0.0167
Si  -0.0117  -0.0086  0.0115
Si  -0.0012  -0.0032  0.0199
Si  0.0083  0.0061  0.0101
Si  0.0088  -0.0043  0.0035
Si  -0.0031  0.0023  -0.0072
Si  -0.0002  -0.0045  0.0086
Si  -0.0015  -0.0008  0.0049
Si  -0.0035  0.0001  -0.0009
Si  -0.008  0.0065  0.0089
Si  0.0091  -0.0117  0.002
Si  -0.0052  -0.0002  0.0068
Si  0.0089  0.0176  0.0103
Si  -0.0085  -0.0013  -0.0171
Si  -0.0028  -0.0116  0.0059
Si  -0.0084  0.0082  -0.0193
Si  0.0117  0.0093  -0.0081
Si  0.0126  -0.0107  0.0029
Si  -0.0078  0.0133  -0.009
Si  -0.0006  0.0039  -0.0248
Si  -0.0371  0.0069  0.032
Si  0.0278  -0.0053  0.0366
Si  0.0064  -0.0263  0.0275
Si  0.003  0.0345  0.0366
Si  0.0151  -0.0118  0.0379
Si  -0.024  -0.0019  0.0312
Si  -0.0019  0.0246  0.0255
Si  0.0262  -0.0297  0.051
O  -0.0039  0.0093  0.0131
O  0.0114  -0.0124  0.0252
O  -0.0284  -0.006  -0.0004
O  -0.0053  -0.0034  -0.0125
O  -0.0039  0.0025  0.0189
O  -0.0019  0.0008  0.0163
O  0.0005  0.0067  -0.0197
O  0.0049  0.0292  -0.0036
O  -0.0061  -0.0046  -0.014
O  0.0065  0.018  -0.0081
O  0.0143  0.0023  -0.0094
O  -0.0159  -0.0264  0.0032
O  -0.0116  -0.0207  -0.0065
O  0.0055  0.0203  -0.0081
O  0.0029  -0.0112  -0.0096
O  -0.0116  0.0001  -0.0093
O  -0.0107  -0.002  0.0067
O  0.0025  0.0086  0.009
O  0.0127  0.0031  0.0072
O  0.0027  -0.0032  0.0111
O  0.0082  -0.0083  -0.0033
O  -0.0034  -0.0241  0.0119
O  0.0048  0.0026  0.0099
O  0.0095  0.0057  -0.0113
Si  -0.0094  0.0074  -0.0009
Si  -0.0047  -0.0005  0.0017
Si  0.0041  -0.0019  -0.0014
Si  -0.0121  0.0127  0.0081
Si  -0.0013  0.0055  -0.0019
Si  0.0013  -0.0004  0.0017
Si  0.0029  -0.0021  -0.0049
Si  -0.0018  0  -0.0006
Si  0.0056  0.0095  -0.0031
Si  -0.0033  -0.0013  -0.0017
Si  0  0.0025  0.0037
Si  0.0039  -0.0005  0.0068
Si  0.0053  0.0047  -0.0048
Si  0.0026  0.0052  0.0116
Si  0.0088  -0.001  0.006
Si  0.0038  -0.0009  -0.0017
Si  0.0004  -0.0008  -0.0013
Si  -0.0005  -0.0051  -0.005
Si  -0.012  -0.0036  -0.0055
Si  -0.0051  0.0059  -0.0008
Si  -0.0003  0.0002  -0.0031
Si  -0.0015  0.0025  0.004
Si  0.0019  -0.0036  -0.0041
Si  -0.0017  -0.0011  -0.0002
Si  0.0003  -0.0027  -0.0036
Si  0.0019  0.0008  0.0042
Si  -0.0086  0.0038  0.0144
Si  -0.0083  0.0049  0.0071
Si  -0.0014  -0.002  0.0066
Si  0.0027  -0.0036  -0.0001
Si  -0.003  0.0033  0.0007
Si  0.0001  -0.0031  0.0033
Si  0.0051  -0.0009  0.0001
Si  0.0006  -0.0049  0.005
Si  -0.0005  -0.0008  -0.0016
Si  0.0067  0.0023  -0.0098
Si  -0.0009  -0.0065  0.0018
O  -0.0042  0.0077  0.003
O  0.0126  -0.0056  0.0084
O  0.0139  0.0016  0.0034
O  0.0061  -0.0197  -0.0052
O  -0.0041  -0.0019  -0.0048
O  0.013  0.0206  0.0003
O  0.0022  -0.0037  -0.0123
O  -0.005  0.0268  -0.0037
O  0.011  0.0065  0.0087
O  0.017  -0.0161  0.0122
O  -0.0041  -0.0016  0.0086
O  -0.004  -0.0013  -0.0103
O  0.0074  0.0029  -0.0104
O  -0.0004  0.0142  -0.0136
O  -0.0016  0.0192  -0.0005
O  0.0085  -0.0098  -0.0087
O  -0.0106  -0.0058  -0.006
O  0.0064  -0.0203  0.0106
O  0.0002  -0.0099  -0.0013
O  -0.0023  -0.0011  0.0174
O  0.0095  -0.0051  0.0055
O  -0.009  -0.0182  -0.0102
O  0.0003  -0.0094  -0.0078
O  0.0181  -0.0231  0.0064
O  -0.0043  -0.0017  0.0212
O  -0.0009  0.0071  -0.023
O  -0.0152  0.0108  -0.0236
O  0.0005  -0.0116  0.0269
O  0.0114  0.003  0.0062
O  0.0046  0.0109  -0.019
O  0.0008  0.0035  -0.01
O  0.0015  0.0062  -0.0103
O  -0.0011  0.0359  0.0189
O  0.0041  -0.0052  0.0261
O  -0.0076  -0.0164  -0.0051
O  -0.0094  0.0023  -0.0138
O  -0.0077  -0.01  -0.0146
O  0.0095  0.0049  0.0041
O  -0.0079  0.0032  0.015
O  -0.0223  0.0006  -0.0085
O  -0.0134  0.0013  -0.009
O  0.0173  0.0006  -0.0026
O  0.0015  -0.0176  -0.0051
O  -0.0137  -0.0021  0.0038
O  -0.0067  0.0172  0.0192
O  -0.0097  0.0022  0.0124
O  0.0097  -0.0062  -0.0025
O  -0.0205  0.0084  0.0008
O  0.0097  0.0102  0.0055
O  0.0127  -0.0031  -0.0016
O  0.0183  0.0002  0.0142
O  -0.0005  -0.0236  -0.0048
O  0.0087  -0.0071  -0.0103
O  0.0073  0.0121  0.0021
O  -0.0259  -0.0084  -0.0169
O  -0.003  -0.0153  0.0128
O  -0.0158  0.0128  0.0157
O  -0.0191  -0.0014  0.0182
O  0.0017  0.0017  -0.0021
O  -0.0038  0.0075  -0.0039
O  -0.0096  -0.0117  -0.0047
O  -0.0011  0.0124  -0.0296
O  0.006  0.0051  -0.0116
O  0.0146  -0.008  -0.0176
O  -0.0002  0.0178  0.0238
O  0.0004  -0.0063  -0.0029

The program warned: the cutoff lies below the one the program advises for these potential files; the exchange-correlation potential is rough where the density is thin.
